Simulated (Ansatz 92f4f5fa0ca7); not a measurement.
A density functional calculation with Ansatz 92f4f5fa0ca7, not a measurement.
Periodic cell of 222 atoms, Si131O89P2, from a study of silicon, its oxide and their interface. The atomic structure is a simulated model.
Doubt: the cutoff is far below the 930 eV that the study's wrapper takes by default for these files, so forces and energies are approximate.
This geometry differs little from another in the collection (a relaxation step or a small displacement).

Settings
functional: PBE
potential files: Ansatz PAW
basis: plane waves
wave-function cutoff: 580 eV
density cutoff ratio: 5
exchange-correlation grid ratio: 1
k mesh: 1 x 1 x 1, Gamma-centred
self-consistency stop: 5e-08 eV per atom in the density residual
occupations: fixed
spin: none
net charge: 0

Cell vectors (angstrom)
a, 10.938, 0, 0
b, 0, 10.938, 0
c, 0, 0, 32.1988

Atoms and the computed forces on them: element, x, y, z (angstrom), force x, y, z (eV/angstrom)
Si, 10.6385, 0.2827, 24.8545, -0.0385, -0.034, -0.0117
Si, 5.6912, 10.7451, 24.787, -0.0464, 0.0442, -0.0187
P, 2.4191, 2.9317, 24.5438, 0.2032, -0.0555, -0.0018
Si, 8.4589, 2.5348, 24.8295, -0.0147, -0.017, -0.0151
P, 0.1373, 5.2912, 24.6658, 0.0028, 0.02, -0.0805
Si, 5.114, 5.7062, 24.6935, 0.0412, 0.0168, -0.0212
Si, 2.8777, 7.9651, 24.6206, -0.0183, 0.0274, -0.0228
Si, 7.9041, 8.4702, 24.669, 0.0863, -0.0866, 0.059
Si, 1.4124, 1.4351, 26.0288, 0.0234, 0.0082, -0.0918
Si, 6.8595, 1.3664, 26.1337, -0.0102, 0.0223, -0.0313
Si, 4.0035, 3.9978, 25.9474, -0.1021, 0.0064, -0.0606
Si, 9.6585, 4.1536, 26.0921, -0.0454, -0.0474, -0.0527
Si, 1.3049, 6.768, 26.0094, 0.0545, 0.023, -0.0301
Si, 6.7661, 6.8416, 25.9937, -0.0047, -0.0259, -0.0362
Si, 4.0503, 9.5429, 26.004, -0.0204, 0.0036, -0.0292
Si, 9.4893, 9.5783, 26.0953, 0.0306, -0.0115, -0.0417
Si, 2.7098, -0.0046, 27.3714, 0.0753, -0.0185, 0.0431
Si, 8.1684, -0.0232, 27.5139, -0.0052, 0.0027, -0.0034
Si, 0.0394, 2.7478, 27.4492, -0.0092, 0.0218, 0.0512
Si, 5.4421, 2.7638, 27.3871, 0.0009, -0.0862, 0.0069
Si, 2.7036, 5.4152, 27.375, -0.0214, -0.0073, 0.0321
Si, 8.1747, 5.484, 27.3645, 0.0001, 0.0824, 0.0207
Si, -0.0118, 8.1981, 27.3786, -0.082, -0.0124, -0.0034
Si, 5.4377, 8.2087, 27.4072, 0.0282, 0.0066, 0.0328
Si, 4.0905, 1.362, 28.7551, -0.0128, 0.0105, -0.0233
Si, 9.5839, 1.3635, 28.7949, 0.0057, 0.0022, 0.0226
Si, 1.3655, 4.1101, 28.8175, 0.0144, 0.0224, 0.0234
Si, 6.8298, 4.1118, 28.7575, -0.0063, 0.0155, -0.0257
Si, 4.0853, 6.8059, 28.7445, -0.0022, 0.0074, 0.0162
Si, 9.5494, 6.84, 28.7575, -0.001, -0.0022, -0.0174
Si, 1.3579, 9.5632, 28.7544, 0.0131, 0.0023, -0.0243
Si, 6.7902, 9.5507, 28.8266, -0.0264, -0.01, 0.0349
Si, 0.012, -0.0099, 30.1481, -0.0256, 0.0147, 0.0043
Si, 5.4482, 0.0135, 30.1586, 0.0165, -0.0183, -0.0186
Si, 2.7393, 2.7304, 30.1492, 0.0043, -0.0086, 0.0037
Si, 8.2002, 2.7431, 30.1376, 0.0124, -0.0255, 0.0008
Si, -0.0156, 5.4834, 30.1491, 0.0012, -0.0082, -0.0136
Si, 5.4662, 5.4678, 30.1367, -0.0114, 0.0219, 0.0106
Si, 2.7288, 8.1941, 30.1257, 0.0208, -0.0117, 0.0068
Si, 8.2007, 8.1977, 30.1539, -0.007, 0.0104, -0.0143
Si, 1.3673, 1.3673, 31.515, 0.0626, -0.0231, 0.0179
Si, 6.8362, 1.3673, 31.515, 0.0338, 0.0796, -0.0724
Si, 4.1018, 4.1018, 31.515, 0.0486, -0.0444, -0.0132
Si, 9.5708, 4.1018, 31.515, -0.0556, 0.0595, -0.0416
Si, 1.3673, 6.8362, 31.515, -0.0469, 0.0708, -0.0836
Si, 6.8362, 6.8362, 31.515, -0.0372, -0.0371, 0.0059
Si, 4.1018, 9.5708, 31.515, -0.1427, -0.0819, -0.0788
Si, 9.5708, 9.5708, 31.515, -0.0103, 0.0044, -0.0062
Si, 2.7345, 0, 0.6835, 0.0162, -0.057, 0.1074
Si, 8.2035, 0, 0.6835, -0.0463, 0.0422, -0.0651
Si, 0, 2.7345, 0.6835, -0.0463, -0.0149, 0.0709
Si, 5.469, 2.7345, 0.6835, 0.1159, -0.0156, 0.0124
Si, 2.7345, 5.469, 0.6835, -0.0289, 0.1346, -0.1151
Si, 8.2035, 5.469, 0.6835, 0.047, -0.1208, 0.0919
Si, 0, 8.2035, 0.6835, 0.113, -0.0803, -0.0222
Si, 5.469, 8.2035, 0.6835, -0.0066, 0.037, 0.0764
Si, 4.1244, 1.3577, 2.0543, -0.0092, 0.0079, 0.0113
Si, 9.5671, 1.3563, 2.0541, -0.0017, 0.0025, -0.0036
Si, 1.369, 4.1192, 2.038, 0.0159, -0.0031, 0.0055
Si, 6.8491, 4.085, 2.0586, -0.0045, 0.0124, 0.0055
Si, 4.1054, 6.8295, 2.0556, -0.0066, -0.0042, -0.0049
Si, 9.5799, 6.8352, 2.0509, -0.0049, 0.0052, 0.0097
Si, 1.3816, 9.5503, 2.0516, -0.0126, 0.0079, 0.0086
Si, 6.8288, 9.5901, 2.0515, 0.0094, -0.0014, -0.0015
Si, -0.0027, -0.0312, 3.3919, -0.0233, -0.0351, -0.0263
Si, 5.4893, 0.0112, 3.4694, 0.0174, 0.0003, 0.0302
Si, 2.7741, 2.7773, 3.3695, 0.0243, 0.0411, -0.0454
Si, 8.1942, 2.6999, 3.4486, -0.0179, -0.0318, 0.0197
Si, 0.0198, 5.4782, 3.4339, 0.0149, 0.0048, 0.0043
Si, 5.4843, 5.4644, 3.409, -0.0088, -0.0092, -0.0099
Si, 2.7657, 8.2072, 3.4465, 0.021, 0.0006, 0.0228
Si, 8.2085, 8.223, 3.3833, -0.0031, 0.0183, -0.0302
Si, 1.3941, 1.3874, 4.6341, 0.0007, -0.0039, 0.0246
Si, 6.8467, 1.3491, 4.9092, 0.0011, 0.0035, -0.024
Si, 4.1581, 4.0837, 4.8038, -0.0039, -0.007, 0.0018
Si, 9.577, 4.0834, 4.7635, 0.0025, 0.0058, -0.0063
Si, 1.4139, 6.8321, 4.8212, -0.0052, -0.008, -0.011
Si, 6.8287, 6.8844, 4.7307, -0.0008, -0.0046, 0.0082
Si, 4.1358, 9.5762, 4.8476, -0.0048, -0.0059, -0.0222
Si, 9.5585, 9.5495, 4.7901, 0.0078, 0.0086, 0.0056
Si, 2.7469, 0.1092, 6.0623, 0.0066, -0.0162, 0.0065
Si, 8.208, -0.0639, 6.2663, -0.0019, 0.0075, -0.0068
Si, 0.0303, 2.6711, 6.0406, -0.0087, 0.0086, 0.0045
Si, 5.4772, 2.7257, 6.2951, 0.0069, -0.0027, -0.007
Si, 2.8162, 5.4746, 6.1797, -0.001, 0.0014, -0.0051
Si, 8.1751, 5.478, 6.0447, 0.0019, -0.0028, 0.002
Si, 0.0125, 8.1869, 6.1572, 0.004, 0.0007, -0.0055
Si, 5.5321, 8.2197, 6.2308, -0.0059, 0.0055, 0.0016
Si, 3.8387, 1.569, 7.6034, 0.0004, 0.0042, 0.0269
Si, 9.8396, 1.1416, 7.4504, -0.0051, -0.0081, 0.0154
Si, 1.6317, 3.7949, 7.3107, 0.0055, 0.0049, 0.0224
Si, 6.6521, 4.4164, 7.4841, -0.0015, -0.0101, 0.0161
Si, 4.4083, 6.632, 7.543, -0.0061, 0.0038, 0.018
Si, 9.3679, 6.9462, 7.4074, 0.004, -0.0024, 0.0238
Si, 1.1404, 9.9194, 7.2965, 0.0007, -0.0027, 0.0181
Si, 7.1628, 9.2244, 7.6692, -0.0002, 0.0032, 0.028
O, 8.3133, 8.084, 7.9227, 0.0034, 0.0004, -0.0148
O, 2.7184, 2.7319, 7.9557, -0.0047, 0.0075, -0.012
O, 9.5631, 1.418, 24.292, 0.0005, -0.0219, 0.018
O, 3.9982, 6.8225, 24.1521, 0.015, 0.0031, 0.0277
O, 0.0289, 0.0281, 7.9586, -0.0027, 0.0022, -0.0102
O, 5.5273, 5.5104, 8.0372, -0.0011, 0.0009, -0.0102
O, 6.7824, 9.6105, 24.3454, -0.0574, 0.06, -0.0416
O, 3.8632, 7.3917, 8.9285, 0.007, -0.0053, -0.0113
O, 0.8157, 4.3688, 8.6044, 0.0025, -0.006, -0.0168
O, 9.8171, 6.169, 8.8012, -0.0066, 0.0051, -0.0134
O, 2.106, 9.3876, 8.5115, 0.0003, 0.0008, -0.0124
O, 7.5058, 3.9263, 8.811, -0.0029, 0.0059, -0.0102
O, 4.2693, 0.9205, 9.0733, -0.0066, -0.0004, -0.0233
O, 6.7354, 9.5553, 9.2258, 0.0011, -0.0005, -0.0235
O, 9.2105, 1.8603, 8.7962, 0.009, -0.0058, -0.0161
O, 7.7142, 3.1613, 23.5021, -0.0074, 0.0018, 0.04
O, 9.9302, 6.3375, 24.0257, 0.0764, -0.034, 0.12
O, 5.2224, 0.4065, 23.3324, -0.0872, 0.0915, 0.0219
O, 5.862, 5.1082, 23.351, -0.0185, 0.019, 0.012
O, 3.1259, 1.9915, 23.3537, -0.0346, 0.0994, 0.0085
O, 2.2747, 8.7067, 23.2493, 0.0047, -0.0101, 0.0147
O, 8.3675, 8.0637, 23.1218, 0.0172, -0.0106, -0.0311
O, 0.2538, 10.4159, 23.5463, 0.0119, -0.0033, 0.0167
Si, 4.434, 1.5268, 22.4635, -0.0547, -0.0649, 0.0992
Si, 3.4976, 7.9221, 14.0316, 0.0005, -0.0017, 0.0091
Si, 7.1298, 0.9545, 14.6745, 0.0004, -0.0003, 0.0087
Si, 0.9357, 9.3536, 22.5381, 0.0006, 0.0137, -0.0178
Si, 1.1835, 4.3019, 11.8821, 0.0023, -0.0037, 0.0069
Si, 6.2712, 8.9553, 15.3206, 0.0003, 0.0019, 0.0065
Si, 0.6839, 1.3599, 12.2982, 0.0001, 0.0003, 0.0057
Si, 8.6595, 4.9232, 20.5655, 0.0086, 0.0061, -0.0023
Si, 0.3301, 5.7076, 9.3618, 0.0046, 0.0016, 0.015
Si, 5.1128, 3.1104, 17.9423, 0.002, -0.0005, 0.0115
Si, 0.8846, 3.7315, 16.7551, 0.001, -0.0016, 0.0129
Si, 10.4091, 2.8042, 19.2411, 0.0055, 0.0012, 0.0143
Si, 5.2838, 1.1761, 10.3494, 0.0031, 0.0029, 0.013
Si, 0.8995, 0.1447, 19.8421, -0.0024, 0.0174, 0.0048
Si, 6.6497, 9.4538, 10.863, 0.0044, -0.0068, 0.0148
Si, 9.346, 9.6687, 18.3177, 0.0043, -0.001, 0.0055
Si, 9.3973, 9.2321, 12.5696, 0.0034, -0.0007, 0.0067
Si, 6.5624, 3.8543, 22.5854, 0.0207, 0.0043, -0.0332
Si, 2.4424, 8.0678, 9.3793, -0.0024, 0.0038, 0.0149
Si, 10.6225, 7.3666, 17.0842, 0.0001, -0.0001, 0.0086
Si, 2.5334, 6.2824, 16.5858, -0.0012, -0.0017, 0.0107
Si, 10.1811, 4.4799, 14.1915, 0.0006, 0.0009, 0.0109
Si, 6.1461, 9.1708, 18.5168, -0.0002, 0.0021, 0.0118
Si, 7.9697, 2.5697, 9.5794, -0.0051, 0.001, 0.0179
Si, 8.8847, 2.1343, 12.4527, 0.0012, -0.0023, 0.0085
Si, 5.3654, 6.2324, 18.0807, 0.0001, 0, 0.0084
Si, 3.9332, 0.5447, 19.4576, 0.0016, 0.0008, -0.0115
Si, 4.2829, 3.833, 12.0505, -0.0016, 0.003, 0.0054
Si, 5.5497, 6.5948, 12.1351, -0.0003, -0.0016, 0.0033
Si, 8.0284, 2.4829, 17.246, 0.0045, 0.0017, 0.01
Si, 4.3707, 2.4763, 14.9676, 0.0003, -0.0036, 0.0091
Si, 1.549, 1.2075, 15.2581, 0.0016, -0.0011, 0.0112
Si, 1.5761, 9.4027, 12.0457, -0.0035, 0.0025, 0.0066
Si, 8.0549, 6.8376, 13.8702, 0.0017, 0.0006, 0.0044
Si, 10.3935, 9.8268, 15.4836, 0.0008, -0.0025, 0.0106
Si, 9.6394, 7.1607, 22.6389, -0.0178, -0.0519, -0.0571
Si, 8.165, 5.4923, 17.4704, 0.0028, -0.0009, 0.0115
O, 6.0515, 7.9519, 11.2884, 0.0028, 0.0078, -0.0028
O, 6.0179, 9.1786, 16.9005, 0.0005, -0.0007, -0.009
O, 7.6894, 1.3509, 13.2015, 0.0039, 0.003, -0.0055
O, 0.9035, 1.7426, 13.8679, -0.0033, 0.0008, -0.0092
O, 9.4732, 6.2426, 16.8863, -0.0022, -0.0027, -0.0019
O, 6.7682, 6.1917, 13.1315, -0.0039, -0.0008, -0.001
O, 5.1577, 4.6448, 18.6174, 0.0011, 0.0005, -0.0047
O, 9.2363, 2.1, 18.298, -0.0018, -0.0011, -0.0057
O, 2.3798, 0.0783, 19.0725, 0.0031, 0.0004, 0.0004
O, 9.4145, 10.2186, 16.7569, 0.0022, 0.0006, -0.0053
O, 2.7924, 4.4268, 11.7169, -0.0005, 0.0007, 0.0015
O, 5.0787, 10.3148, 19.0994, -0.0013, 0.0003, -0.0055
O, 9.4297, 3.232, 13.4949, -0.0017, -0.0035, -0.003
O, 0.4788, 1.7364, 19.9726, 0.0014, -0.0063, -0.007
O, 3.1632, 1.3594, 15.0655, 0.0014, 0.0013, -0.0014
O, 8.2652, 5.4597, 19.0903, 0.0037, -0.0051, 0.0119
O, 3.928, 6.5744, 17.382, -0.0008, 0.0009, -0.0036
O, 4.59, 3.2815, 16.3868, -0.0011, -0.0005, -0.0078
O, 9.0624, 5.6516, 14.3235, -0.0004, 0.0016, 0.0003
O, 5.4094, 2.7914, 22.1527, -0.0252, -0.0282, 0.017
O, 10.6816, 4.1285, 15.6856, -0.0041, 0.0015, -0.01
O, 0.3305, 3.8386, 18.2897, 0.0015, 0.0015, -0.0075
O, 10.4329, 10.5089, 19.2059, -0.0003, -0.0003, -0.0037
O, 9.6539, 10.0126, 14.0269, -0.002, -0.0018, -0.0089
O, 10.8808, 8.1057, 22.1767, -0.0449, -0.0236, 0.0121
O, 1.2032, 2.1508, 16.5354, 0.001, -0.002, -0.0058
O, 9.7285, 3.6931, 20.4333, -0.0074, 0.011, 0.0066
O, 8.1795, 4.0271, 16.7742, -0.0011, 0.001, -0.001
O, -0.0358, 9.0909, 11.9034, 0.0038, -0.0011, 0.001
O, 6.5897, 2.3904, 18.0132, -0.0015, 0.0007, -0.0034
O, 5.5875, 10.7112, 11.1976, 0, 0.0026, -0.003
O, 7.7586, 9.5781, 18.8379, -0.0005, -0.0005, -0.0019
O, 10.0352, 1.0153, 12.0627, -0.0008, -0.0003, 0.0003
O, 1.318, 6.952, 9.0667, -0.0003, -0.0014, -0.0013
O, 0.6261, 4.7599, 13.352, 0.0048, -0.0008, -0.0056
O, 5.7095, 7.6147, 18.9983, 0.0008, -0.0001, -0.0036
O, 5.2393, 5.0799, 11.5166, 0.0006, -0.0028, 0.0004
O, 2.731, 6.9724, 15.122, 0.0029, 0.0041, -0.0071
O, 0.9157, 2.7365, 11.4673, 0.0009, 0.0022, 0.0008
O, 0.8702, 10.68, 15.548, 0.0002, 0.0019, -0.0025
O, 2.414, 8.577, 10.9175, 0.0038, -0.0063, -0.0129
O, 4.7016, 2.4245, 11.275, 0.0036, -0.0089, -0.0053
O, 4.2639, 3.5055, 13.6818, 0.0007, 0.0047, -0.009
O, 2.1994, 4.6766, 16.5083, 0.0007, 0.0016, -0.0018
O, 10.7291, 8.243, 15.7015, -0.0002, 0.0024, -0.0024
O, 6.9437, 10.2865, 14.6917, 0.0012, 0.0005, -0.0005
O, 2.3443, 8.9407, 13.43, -0.0033, 0.002, -0.0048
O, 8.0456, 1.535, 15.9109, -0.0018, -0.0033, -0.0072
O, 4.1363, 6.9885, 12.8581, 0.0045, -0.0033, -0.0032
O, 4.1791, 2.0009, 18.7166, 0, -0.0004, -0.0041
O, 7.2773, 4.4056, 21.2414, 0.0005, 0.0051, 0.0178
O, 8.4123, 2.9162, 11.1067, -0.0045, 0.0011, -0.0127
O, 1.2154, 6.8766, 17.375, 0.0013, 0.0007, -0.0041
O, 5.663, 1.5673, 14.7651, -0.0011, 0.0003, -0.0006
O, 8.1356, 9.7426, 11.5916, -0.008, 0.0014, -0.0041
O, 9.3052, 6.1485, 21.418, 0.0019, 0.0519, 0.0488
O, 8.9687, 7.7016, 12.863, 0.0012, 0.0019, -0.0009
O, 1.6569, 0.1098, 11.8845, 0.002, -0.0011, 0.0016
O, 6.6976, 6.1435, 17.1135, 0.0017, 0.0008, -0.0021
O, 7.3951, 7.7869, 15.041, 0.0022, -0.0027, -0.0029
O, 1.2225, 10.2223, 21.1944, -0.0034, -0.0179, 0.0284
O, 10.0468, 8.194, 18.3588, -0.0002, 0.0033, -0.007
O, 3.9682, 0.8391, 21.069, 0.0088, 0.0294, 0.0658
O, 0.3423, 5.3272, 10.9308, -0.0024, 0.0047, -0.0124
O, 6.6999, 1.5665, 9.6401, 0.0037, 0.0008, -0.0027
O, 4.7839, 8.7076, 14.6774, -0.0017, -0.0012, -0.002

Results
free energy: -135405.185 eV
free energy less fixed offsets of O -568.88, P -755.39, Si -635.61 eV per atom: 0.825 eV

The program warned: the cutoff lies below the one the program advises for these potential files; the forces do not sum to zero within the program's tolerance; the exchange-correlation potential is rough where the density is thin.
